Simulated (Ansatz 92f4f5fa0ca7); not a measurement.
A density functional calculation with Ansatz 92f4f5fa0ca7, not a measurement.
Periodic cell of 534 atoms, Si286O176H72, with a vacuum gap, from a study of silicon, its oxide and their interface. The atomic structure is a simulated model.

Settings
functional: r2SCAN
potential files: Ansatz PAW
basis: plane waves
wave-function cutoff: 800 eV
density cutoff ratio: 5
exchange-correlation grid ratio: 1
k mesh: 1 x 1 x 1, Gamma-centred
self-consistency stop: 2e-11 eV per atom in the density residual
occupations: fixed
spin: none
net charge: 0
applied field: sawtooth along c, amplitude -0.015 V/angstrom in the program's sign convention, ramp centred at 0.9882 of c and 0.0237 of c wide, no dipole correction

Cell vectors (angstrom)
a	16.3305	0	0
b	0	16.3305	0
c	0	0	42.1974

Atoms and the computed forces on them: element, x, y, z (angstrom), force x, y, z (eV/angstrom)
Si	0.256	-0.242	28.622	0.005	0.006	-0.002
Si	2.684	2.79	28.35	-0.004	-0.008	-0.002
Si	0.353	4.969	28.155	-0.005	-0.008	-0.011
Si	3.032	7.778	28.286	-0.003	-0.001	-0.023
Si	-0.183	11.237	28.643	0.009	-0.007	-0.007
Si	2.571	14.022	28.916	0.01	-0.001	-0.006
Si	5.797	-0.254	28.834	-0.012	0.009	-0.004
Si	8.521	2.337	28.71	-0.008	0.009	0.001
Si	5.371	5.624	28.467	0.006	-0.003	-0.013
Si	8.139	8.485	28.689	0.018	0.006	-0.001
Si	5.871	10.63	28.5	0.003	0.009	-0.015
Si	7.875	13.807	28.507	-0.008	-0.008	-0.009
Si	10.715	0.177	28.445	0.003	0	-0.004
Si	13.339	2.831	28.416	0.007	-0.002	-0.011
Si	11.166	5.112	28.386	-0.001	0.008	-0.016
Si	13.202	8.606	28.238	-0.014	0.003	-0.013
Si	10.929	10.715	28.876	-0.016	-0.01	-0.001
Si	13.938	13.415	28.476	0.001	0.004	-0.011
Si	1.452	1.377	29.809	-0.001	-0.006	-0.005
Si	4.207	3.988	29.719	0.002	0.008	-0.004
Si	1.36	6.687	29.539	0.008	0	0.005
Si	4.113	9.48	29.609	0.001	-0.005	-0.003
Si	1.376	12.329	29.989	-0.009	0.002	-0.011
Si	4.171	15.069	30.178	0.001	0	-0.014
Si	7.003	1.248	30.095	0.002	-0.006	-0.009
Si	9.657	4.023	29.843	-0.002	-0.009	0.003
Si	6.901	6.814	29.791	-0.012	-0.005	-0.011
Si	9.514	9.529	30.227	0.003	0.006	-0.013
Si	6.845	12.225	29.909	-0.001	-0.002	0.003
Si	9.547	14.928	29.77	0.003	0.012	0.003
Si	12.23	1.336	29.827	-0.006	0	0.007
Si	15.026	4.011	29.605	0.002	0	-0.003
Si	12.3	6.81	29.602	-0.007	-0.002	-0.005
Si	14.916	9.538	29.665	0.008	0.017	0.001
Si	12.317	12.304	29.834	0.005	-0.001	0.004
Si	15.015	14.937	29.901	0.003	-0.004	-0.006
Si	0.01	2.712	31.106	0.004	-0.006	0
Si	2.751	0.129	31.35	0.002	-0.002	-0.002
Si	0.007	8.105	30.946	-0.008	-0.005	0.015
Si	2.737	5.375	31.029	-0.002	-0.002	0.009
Si	0.018	13.647	31.346	0.006	0.005	-0.001
Si	2.783	10.825	31.102	0.001	0.008	0.005
Si	5.519	2.695	31.198	-0.007	-0.004	0.002
Si	8.318	-0.128	31.366	-0.011	0.012	-0.003
Si	5.452	8.169	31.111	0.01	0.002	0.005
Si	8.24	5.413	31.13	0.008	0.004	0.011
Si	5.478	13.531	31.336	-0.004	-0.006	0.002
Si	8.154	10.971	31.399	0.015	-0.012	-0.007
Si	10.953	2.689	31.264	0.003	0.005	0
Si	13.618	-0.005	31.169	0.008	-0.001	0.006
Si	10.974	8.032	31.217	-0.008	0.007	0.001
Si	13.703	5.461	30.997	0.004	0.003	0.005
Si	10.915	13.625	31.172	-0.003	-0.015	0.009
Si	13.632	10.864	31.168	0.003	-0.017	0.005
Si	1.374	4.086	32.473	-0.009	0.003	0.024
Si	4.135	1.449	32.649	-0.008	-0.026	0.012
Si	1.359	9.457	32.399	0.005	0.015	0.025
Si	4.073	6.774	32.432	0.003	-0.007	0.019
Si	1.386	15.029	32.644	0.006	-0.005	0.012
Si	4.063	12.165	32.593	0.015	0.022	0.018
Si	6.852	4.097	32.511	-0.008	0	0.024
Si	9.604	1.344	32.647	-0.005	-0.006	0.009
Si	6.749	9.521	32.582	-0.012	0.007	0.015
Si	9.574	6.73	32.556	0.007	0.012	0.02
Si	6.852	14.913	32.664	-0.005	0.02	0.018
Si	9.582	12.309	32.642	-0.008	-0.005	0.013
Si	12.35	4.117	32.484	-0.024	-0.01	0.021
Si	14.998	1.362	32.51	0.025	0.018	0.021
Si	12.292	9.485	32.536	-0.012	0.014	0.021
Si	15.021	6.798	32.433	-0.006	-0.009	0.029
Si	12.252	14.985	32.541	0.001	0.021	0.023
Si	14.975	12.205	32.572	0.003	0.01	0.014
Si	-0.007	0.036	33.948	-0.017	0.005	0.196
Si	2.714	2.787	33.931	0.007	0	0.202
Si	0.028	5.45	33.856	-0.003	0.011	0.17
Si	2.704	8.12	33.818	-0.004	-0.011	0.219
Si	0.028	10.82	33.852	0.011	-0.028	0.215
Si	2.719	13.588	33.938	0.002	-0.018	0.195
Si	5.467	0.007	33.957	-0.005	0.014	0.198
Si	8.181	2.739	33.903	0.032	-0.014	0.236
Si	5.446	5.45	33.838	-0.011	0.016	0.201
Si	8.178	8.141	33.859	0.011	-0.019	0.196
Si	5.405	10.843	33.981	0.02	-0.039	0.22
Si	8.2	13.607	34.031	0.043	-0.064	0.252
Si	10.951	-0.006	33.976	0.01	0.002	0.244
Si	13.665	2.744	33.88	-0.004	0.003	0.207
Si	10.95	5.408	33.907	0.012	-0.001	0.205
Si	13.674	8.14	33.873	0.022	-0.016	0.199
Si	10.926	10.855	33.908	0.012	-0.021	0.191
Si	13.602	13.589	33.879	0.015	-0.006	0.232
Si	1.36	1.404	35.289	-0.038	-0.001	0.296
Si	4.084	4.142	35.264	-0.038	-0.008	0.247
Si	1.375	6.802	35.253	-0.079	-0.066	-0.01
Si	4.012	9.467	35.267	0.135	0.086	0.232
Si	1.319	12.213	35.251	0.247	-0.023	0.216
Si	4.073	14.972	35.295	0.103	-0.087	0.271
Si	6.815	1.415	35.28	0	-0.206	0.379
Si	9.548	4.083	35.265	0.177	-0.112	0.291
Si	6.799	6.8	35.212	0.032	0.007	0.246
Si	9.521	9.502	35.238	0.069	0.039	0.228
Si	6.776	12.235	35.311	0.168	-0.175	0.417
Si	9.549	15.004	35.333	0.09	-0.077	0.528
Si	12.305	1.388	35.273	0.042	-0.03	0.317
Si	15.014	4.09	35.258	-0.012	0.044	0.069
Si	12.291	6.805	35.256	0.033	-0.122	0.131
Si	15.01	9.498	35.268	0.075	-0.142	0.107
Si	12.279	12.232	35.257	-0.09	-0.079	0.359
Si	14.95	14.954	35.243	0.051	0.111	0.337
Si	0.019	2.745	6.978	0.026	-0.115	-0.141
Si	2.694	0.018	6.949	-0.089	0.082	-0.191
Si	0.026	8.151	6.954	-0.097	0.014	-0.135
Si	2.733	5.467	6.961	-0.01	-0.148	-0.11
Si	-0.061	13.577	6.92	-0.014	0.182	-0.173
Si	2.648	10.846	6.919	-0.001	0.184	-0.33
Si	5.428	2.773	6.928	-0.07	0.043	-0.243
Si	8.171	0.074	6.94	-0.189	0.001	-0.474
Si	5.411	8.109	6.897	0.059	0.071	-0.286
Si	8.164	5.474	6.901	-0.084	0.099	-0.204
Si	5.409	13.615	6.972	-0.13	0.105	-0.273
Si	8.143	10.85	6.902	-0.078	0.155	-0.49
Si	10.893	2.717	6.915	-0.037	0.115	-0.407
Si	13.643	0	6.918	0.014	-0.04	-0.403
Si	10.899	8.164	6.916	-0.044	0.05	-0.163
Si	13.639	5.435	6.929	-0.033	-0.016	-0.205
Si	10.922	13.596	6.908	-0.049	0.031	-0.557
Si	13.638	10.883	6.93	-0.159	0.024	-0.162
Si	1.388	4.101	8.343	0.012	0.004	-0.182
Si	4.061	1.414	8.291	-0.019	0.009	-0.211
Si	1.327	9.531	8.369	-0.006	-0.016	-0.202
Si	4.093	6.798	8.351	-0.019	0.008	-0.213
Si	1.275	14.969	8.257	-0.021	0.011	-0.202
Si	3.97	12.229	8.264	-0.014	0.033	-0.199
Si	6.776	4.163	8.282	-0.013	0.009	-0.215
Si	9.53	1.411	8.318	-0.014	0.013	-0.237
Si	6.738	9.504	8.226	-0.032	0.021	-0.224
Si	9.521	6.82	8.289	0.009	-0.01	-0.197
Si	6.776	15.06	8.256	-0.012	0.013	-0.213
Si	9.538	12.221	8.199	-0.031	0.031	-0.234
Si	12.237	4.076	8.261	0.015	-0.003	-0.2
Si	14.989	1.332	8.307	-0.006	0.035	-0.195
Si	12.252	9.542	8.278	0.022	-0.014	-0.186
Si	15.01	6.775	8.308	-0.003	0.015	-0.19
Si	12.25	14.993	8.254	-0.005	0.012	-0.241
Si	14.928	12.25	8.362	0.002	0.008	-0.212
Si	-0.021	-0.035	9.716	0.004	-0.021	-0.028
Si	2.742	2.75	9.729	-0.001	-0.008	-0.025
Si	0.043	5.447	9.726	-0.015	-0.016	-0.028
Si	2.742	8.176	9.698	-0.013	-0.012	-0.016
Si	-0.06	10.881	9.76	-0.002	0.003	-0.025
Si	2.561	13.577	9.612	0.01	-0.001	-0.009
Si	5.392	0.059	9.659	0.009	-0.005	-0.018
Si	8.129	2.812	9.612	-0.008	-0.006	-0.014
Si	5.449	5.46	9.767	0.025	-0.001	-0.022
Si	8.124	8.218	9.605	0.016	-0.001	-0.022
Si	5.33	10.839	9.561	0.005	0.004	-0.022
Si	8.22	13.675	9.451	-0.004	-0.008	-0.014
Si	10.924	0.029	9.622	0.013	-0.001	-0.02
Si	13.58	2.688	9.597	0.007	0.007	-0.006
Si	10.864	5.405	9.64	0.007	0.011	-0.026
Si	13.606	8.141	9.606	-0.016	-0.001	-0.009
Si	10.863	10.908	9.631	0.003	-0.013	-0.034
Si	13.525	13.656	9.685	-0.006	-0.013	-0.014
Si	1.404	1.313	11.049	-0.011	0.015	-0.01
Si	4.091	4.083	11.18	-0.015	0.003	-0.005
Si	1.439	6.821	11.105	-0.01	0.005	-0.004
Si	4.039	9.549	11.105	0.007	0.003	-0.006
Si	1.226	12.318	11.143	0.012	0.007	-0.02
Si	3.925	14.964	10.881	0.004	-0.008	0.002
Si	6.758	1.503	10.976	0.004	-0.011	-0.003
Si	9.46	4.107	11.047	0.007	-0.005	-0.016
Si	6.818	6.925	11.055	-0.008	0.004	-0.012
Si	9.464	9.577	10.971	-0.004	0.003	0.001
Si	6.75	12.336	10.608	0.005	-0.005	0.024
Si	9.553	14.975	10.898	-0.018	0.005	0.001
Si	12.245	1.384	11.035	0	0.01	-0.012
Si	14.964	3.985	10.941	-0.009	0.009	-0.002
Si	12.271	6.753	10.938	0.008	-0.002	-0.006
Si	14.873	9.467	11.063	0.001	-0.013	-0.006
Si	12.092	12.345	11.039	0.009	-0.008	-0.014
Si	14.854	14.991	11.092	0.006	0.007	-0.003
Si	-0.012	2.657	12.335	0.005	0.007	0
Si	2.668	-0.136	12.441	0.002	-0.003	-0.007
Si	0.006	8.139	12.433	-0.002	0	0.004
Si	2.801	5.519	12.59	0	-0.003	0.009
Si	-0.317	13.572	12.556	-0.002	-0.003	0.003
Si	2.654	10.953	12.457	-0.005	-0.003	0.005
Si	5.442	2.684	12.576	0.011	0.007	0.005
Si	8.16	0.055	12.11	0.002	0	0.022
Si	5.515	8.285	12.504	-0.004	-0.003	0.006
Si	8.143	5.55	12.418	0	-0.004	-0.001
Si	5.406	13.597	11.991	0.002	0.003	0.01
Si	8.079	11.194	12.064	-0.012	-0.006	-0.001
Si	10.787	2.662	12.369	0.003	0.002	0.011
Si	13.601	0.105	12.5	-0.008	-0.007	0.006
Si	10.779	8.025	12.228	0.009	0.006	0.005
Si	13.625	5.336	12.285	0.001	0	0.015
Si	10.791	13.736	12.516	0	0.006	-0.005
Si	13.356	10.853	12.287	0.003	-0.002	0.012
Si	1.187	4.144	13.651	-0.012	0.002	-0.028
Si	4.374	0.861	13.768	-0.002	-0.008	-0.025
Si	0.966	9.873	13.749	0	-0.005	-0.034
Si	4.425	6.744	13.947	0.003	-0.004	-0.036
Si	0.948	15.127	13.763	0.002	0.005	-0.025
Si	4.431	12.131	13.498	0.008	0.004	-0.026
Si	6.595	4.435	13.732	-0.009	-0.001	-0.028
Si	9.655	0.999	13.63	0	-0.002	-0.037
Si	6.721	10.061	13.534	0.004	0.009	-0.022
Si	9.844	6.51	13.785	0.007	-0.006	-0.029
Si	6.647	15.085	13.26	0.002	-0.009	-0.027
Si	8.82	12.923	13.57	-0.006	0	-0.022
Si	12.033	4.188	13.591	0.006	0.005	-0.03
Si	15.226	1.215	13.88	0.007	0.004	-0.029
Si	11.865	9.544	13.519	-0.002	-0.008	-0.021
Si	15.311	6.347	13.571	-0.007	-0.003	-0.029
Si	12.05	15.296	13.835	-0.004	0.011	-0.033
Si	14.753	11.843	13.843	0.009	-0.003	-0.034
Si	8.573	-15.217	16.505	0.004	0.005	-0.047
Si	10.759	2.347	23.151	-0.001	-0.004	-0.037
Si	8.624	-5.984	19.626	0.007	0	-0.037
Si	3.9	-8.264	16.878	-0.003	0.003	-0.046
Si	13.463	7.753	15.566	0.007	-0.003	-0.042
Si	13.057	-1.643	16.833	-0.008	-0.003	-0.029
Si	10.683	-13.909	20.013	0.005	-0.001	-0.042
Si	17.914	-21.521	26.237	0.001	0.003	-0.037
Si	24.351	-15.206	20.424	-0.005	0.002	-0.044
Si	32.542	-3.518	20.298	-0.006	-0.005	-0.039
Si	19.242	13.647	26.138	-0.002	0.006	-0.035
Si	14.636	7.805	18.184	0.002	0.005	-0.043
Si	-16.823	-5.878	18.494	0	-0.003	-0.032
Si	9.844	23.422	26.392	-0.009	0.003	-0.032
Si	19.426	-9.005	21.601	0.004	0	-0.042
Si	-8.496	-9.442	23.979	-0.005	0.003	-0.035
Si	-0.997	-1.133	18.757	0.001	0.006	-0.041
Si	30.631	-1.61	21.543	0.009	-0.004	-0.048
Si	13.374	-4.671	16.805	0.001	0.003	-0.036
Si	6.939	-0.787	18.141	-0.002	0.006	-0.033
Si	7.212	20.135	16.566	0.004	-0.004	-0.038
Si	9.394	15.95	22.92	-0.01	0.009	-0.033
Si	-2.818	2.797	16.06	-0.001	0.001	-0.045
Si	22.639	8.462	18.839	-0.001	-0.006	-0.041
Si	8.14	4.071	23.71	0.002	-0.007	-0.036
Si	20.939	0.303	23.588	0.004	-0.002	-0.038
Si	15.175	17.699	26.352	0.004	0	-0.044
Si	6.742	20.06	26.452	0.005	-0.001	-0.04
Si	2.461	2.207	15.911	0.001	0.004	-0.045
Si	15.674	16.77	23.574	0.001	-0.006	-0.042
Si	18.37	-1.074	23.984	-0.002	-0.004	-0.034
Si	16.041	3.352	22.623	0.007	0.001	-0.044
Si	27.06	-6.399	17.576	0.001	-0.001	-0.033
Si	13.392	36.612	23.778	-0.005	-0.001	-0.036
Si	4.389	-22.708	20.896	0.006	-0.006	-0.043
Si	3.769	15.065	18.224	-0.004	0.006	-0.035
Si	-9.477	-18.208	22.773	0.006	-0.003	-0.035
Si	-1.681	4.8	18.333	-0.004	-0.002	-0.037
Si	9.706	-3.932	26.644	0.009	-0.006	-0.037
Si	28.114	-2.314	23.32	0.002	0.004	-0.046
Si	7.244	-19.466	19.91	0.002	-0.001	-0.03
Si	11.999	-18.092	26.389	-0.002	-0.005	-0.02
Si	12.415	8.667	25.333	-0.001	0.002	-0.044
Si	-7.105	-5.768	15.106	-0.004	0.004	-0.038
Si	-5.455	11.117	24.216	-0.001	-0.001	-0.037
Si	23.808	5.529	19.006	0.002	0	-0.036
Si	-3.409	-9.832	20.119	-0.002	-0.003	-0.049
Si	1.605	-6.367	23.641	0.003	0.004	-0.037
Si	21.661	-13.002	22.93	-0.007	0	-0.042
Si	36.839	12.685	20.208	0.001	0.008	-0.039
Si	0.516	-8.912	23.208	0.001	-0.002	-0.037
Si	-2.608	6.853	23.127	0.001	-0.006	-0.048
Si	5.778	3.123	20.216	0.002	0	-0.047
Si	-11.772	-4.884	25.819	-0.002	-0.001	-0.04
Si	-5.892	5.35	19.139	-0.004	0.001	-0.035
Si	4.482	3.567	17.743	-0.009	-0.003	-0.031
Si	2.536	7.699	25.231	0.001	-0.004	-0.046
Si	6.121	11.37	23.248	0.001	0.002	-0.04
Si	8.665	9.682	22.657	-0.006	0.001	-0.077
Si	18.596	-19.936	22.241	0.002	0.002	-0.039
Si	4.639	1.473	26.41	0.01	-0.009	-0.035
Si	18.335	10.428	16.535	0.001	0	-0.04
Si	21.119	22.505	23.948	0	-0.002	-0.037
Si	17.785	17.205	18.366	0.004	-0.002	-0.042
Si	35.439	-2.878	15.692	-0.001	-0.003	-0.039
Si	27.872	0.814	17.679	0.004	-0.001	-0.038
Si	17.199	20.005	19.691	0.004	-0.004	-0.038
Si	27.15	-9.357	16.575	0.003	0.003	-0.04
Si	19.364	22.243	18.825	0.003	0.001	-0.048
Si	15.85	20.339	25.459	-0.005	-0.007	-0.045
O	11.971	-17.068	17.605	-0.002	0.003	0.013
O	-3.365	-10.825	23.631	0	-0.003	0.012
O	11.099	-13.979	21.569	0.002	0	0.036
O	13.172	8.077	24.023	-0.008	0.011	0.027
O	-0.18	5.152	26.585	0.008	0.01	0.037
O	5.625	-12.804	16.626	-0.007	0	0.016
O	12.268	3.981	27.891	-0.001	-0.003	0.014
O	-2.974	6.992	21.574	0.006	0.001	0.035
O	4.314	5.056	18.335	-0.001	0.003	0.011
O	4.092	12.917	25.298	-0.001	-0.001	0.019
O	5.495	11.416	27.125	0.007	-0.006	0.03
O	16.112	13.783	18.994	0.001	-0.005	0.023
O	17.442	-9.219	24.698	0.006	0	0.022
O	4.239	6.707	28.008	-0.003	0.003	0.019
O	7.644	2.992	27.535	0.008	-0.009	0.025
O	3.233	-14.21	26.94	-0.009	0.01	0.028
O	7.735	4.155	25.268	-0.009	-0.002	0.028
O	11.958	9.655	28.193	0.011	-0.001	0.015
O	22.641	13	23.286	-0.003	-0.004	0.014
O	14.251	3.909	25.157	0.01	0	0.025
O	14.041	3.938	17.095	0.008	0.011	0.023
O	1.612	23.206	22.118	-0.01	0.002	0.016
O	5.489	21.864	14.285	0	0.001	0.009
O	4.749	18.178	23.154	-0.003	-0.007	0.013
O	25.056	-14.969	14.917	-0.005	0.003	0.03
O	11.407	-0.403	27.064	-0.009	0.008	0.028
O	17.077	-5.768	27.479	-0.011	0.002	0.022
O	7.371	-2.174	21.234	-0.003	0.007	0.03
O	9.189	8.013	27.54	-0.009	0.003	0.021
O	10.413	5.718	27.057	0.009	-0.011	0.024
O	12.309	-9.617	15.989	-0.007	-0.001	0.014
O	20.094	13.081	21.735	-0.006	0	0.025
O	11.052	7.851	25.642	-0.003	-0.005	0.017
O	11.992	-6.11	25.013	0.005	-0.007	0.015
O	16.973	16.001	24.09	0.001	-0.001	0.012
O	13.881	18.254	27.157	-0.011	0.008	0.028
O	10.584	-6.098	14.273	-0.007	0.008	0.016
O	5.572	-0.256	14.091	-0.008	0.012	0.008
O	19.496	-5.613	26.269	0.001	-0.001	0.017
O	1.54	-2.078	15.017	0.006	-0.006	0.017
O	20.6	6.764	22.546	0.007	-0.005	0.029
O	4.636	0.402	25.206	-0.003	0.011	0.032
O	12.901	-3.19	17.269	0.001	0.001	0.021
O	17.759	15.007	28.268	-0.004	0	0.013
O	12.587	18.049	16.835	-0.007	-0.007	0.017
O	1.497	9.56	15.255	0.005	0.003	0.027
O	1.688	3.194	14.894	0.011	-0.011	0.025
O	-3.715	3.557	14.963	0.009	-0.011	0.028
O	16.427	0.056	18.701	-0.003	-0.004	0.008
O	7.543	4.034	15.008	0.002	-0.003	0.024
O	15.648	-7.457	18.839	0.002	0	0.012
O	26.805	-1.567	22.727	0.006	-0.006	0.015
O	-4.203	2.927	23.842	0.006	0.004	0.015
O	14.68	1.976	15.246	-0.007	0.004	0.018
O	5.754	-3.717	19.966	-0.001	-0.003	0.013
O	-0.092	2.58	26.136	-0.001	-0.002	0.017
O	21.642	15.586	18.146	0.002	-0.002	0.013
O	11.331	-10.021	20.075	0.003	0.001	0.019
O	7.55	9.521	18.695	0	0.002	0.014
O	14.528	-1.153	17.346	0.01	0.002	0.02
O	15.206	6.292	17.915	-0.001	-0.005	0.011
O	19.455	3.149	17.031	0.008	0.005	0.019
O	-2.992	7.691	19.125	-0.007	-0.005	0.024
O	29.147	-1.492	15.225	0.005	-0.006	0.028
O	14.641	6.907	14.919	-0.009	0.01	0.025
O	17.789	1.265	16.775	-0.003	-0.006	0.027
O	19.116	-7.357	24.223	0.001	-0.005	0.019
O	25.421	18.526	19.882	-0.002	-0.002	0.006
O	7.585	-0.165	16.777	-0.005	-0.008	0.022
O	10.966	13.388	26.733	0	0.002	0.017
O	19.208	7.056	17.673	-0.003	-0.007	0.017
O	25.367	12.16	14.989	0.005	-0.004	0.014
O	-0.972	-9.542	23.159	0.002	0.001	0.01
O	1.824	4.885	19.168	-0.003	-0.001	0.01
O	19.677	-1.879	16.803	0.007	0.01	0.026
O	3.299	9.574	16.99	0.003	-0.005	0.016
O	14.306	-17.302	20.03	-0.006	-0.004	0.033
O	9.476	-6.038	16.645	0.009	-0.003	0.025
O	14.428	3.631	22.547	-0.004	0.001	0.022
O	3.683	11.137	20.009	0.002	-0.004	0.019
O	-1.715	11.108	17.667	0.01	-0.005	0.017
O	-5.429	5.288	13.99	-0.01	0.009	0.007
O	5.258	10.705	22.044	0.008	0.006	0.02
O	-0.015	0.037	14.304	-0.002	-0.002	0.01
O	8.233	-4.415	19.854	-0.003	0.003	0.016
O	-9.677	18.224	20.785	0	-0.001	0.019
O	3.513	-2.662	27.629	-0.005	-0.001	0.021
O	21.945	2.684	25.955	-0.001	0.001	0.021
O	-2.939	-2.166	27.12	0.009	-0.006	0.02
O	-14.779	-3.575	26.198	0	-0.001	0.009
O	3.615	1.342	15.154	-0.005	0.007	0.021
O	10.91	-7.998	17.437	-0.001	0.004	0.019
O	5.376	9.04	20.017	-0.007	0.006	0.017
O	-0.415	0.227	27.211	0.004	-0.007	0.02
O	0.853	10.578	24.927	0	0.007	0.024
O	7.6	0.113	19.279	0.004	0.01	0.026
O	1.809	-18.874	23.352	0	0.01	0.019
O	35.005	-4.354	16.193	-0.002	-0.006	0.014
O	18.889	-1.267	25.501	0.003	-0.007	0.023
O	8.649	9.604	21.055	0.001	-0.004	0.021
O	28.508	-1.665	24.777	0.001	0.003	0.046
O	3.584	-2.5	19.252	0.002	-0.013	0.015
O	16.198	1.758	22.809	-0.002	-0.005	0.017
O	15.814	-12.475	18.898	0.012	-0.005	0.019
O	12.895	-2.063	22.177	-0.013	-0.004	0.023
O	19.709	6.692	20.167	-0.001	0.01	0.029
O	11.564	12.413	23.51	-0.003	-0.005	0.013
O	17.684	12.868	20.926	0.009	0.001	0.017
O	-1.449	-0.493	22.544	0.006	0.011	0.025
O	10.842	0.018	14.226	0.004	-0.005	0.015
O	3.137	-0.231	23.153	-0.001	0	0.014
O	-10.286	5.039	27.092	-0.005	0.006	0.024
O	9.705	11.704	25.193	-0.006	0.008	0.026
O	8.661	6.803	25.356	0.014	0.001	0.021
O	7.57	5.122	17.432	0	0.007	0.025
O	1.632	3.972	27.948	0.001	0.004	0.002
O	-2.721	5.125	19.551	-0.006	0.006	0.015
O	-2.43	-4.471	15.261	-0.007	0.003	0.023
O	8.366	-3.117	27.046	-0.003	0.008	0.024
O	3.245	-7.385	21.467	-0.003	-0.003	0.018
O	0.54	3.787	21.296	-0.011	-0.002	0.035
O	7.874	9.74	14.682	0.006	-0.006	0.017
O	-1.28	12.295	28.005	-0.003	0.004	0.004
O	23.281	3.247	23.008	0.002	0.004	0.022
O	20.341	7.489	15.351	-0.003	0.007	0.027
O	7.613	10.781	23.176	-0.001	0.001	0.011
O	2.195	11.206	22.799	-0.003	-0.012	0.017
O	8.222	5.574	23.11	-0.001	0.002	0.017
O	-9.643	4.351	19.745	-0.004	-0.008	0.018
O	4.864	3.687	21.42	-0.003	0.002	0.033
O	38.347	-0.733	22.936	-0.007	0.006	0.014
O	12.871	-7.423	14.631	0.006	-0.007	0.02
O	8.25	8.227	23.205	-0.001	-0.009	0.018
O	23.186	-9.339	19.231	0.001	0.001	0.014
O	10.15	-6.036	19.044	-0.01	0.002	0.025
O	21.201	2.598	18.981	0.008	-0.002	0.019
O	24.294	2.487	17.12	-0.001	0.002	0.009
O	26.363	0.906	17.132	0.007	-0.001	0.019
O	0.243	4.119	23.988	-0.001	0.004	0.03
O	16.824	9.03	22.919	0.002	0.002	0.015
O	15.198	-2.96	21.435	-0.006	0.006	0.012
O	-11.496	4.544	23.889	-0.001	0.005	0.016
O	10.508	-10.585	17.568	-0.004	-0.01	0.026
O	11.53	-15.035	19.224	-0.004	0.007	0.029
O	20.062	22.957	25.082	-0.007	0.004	0.016
O	12.082	-5.628	17.099	-0.003	-0.001	0.009
O	8.121	15.14	23.581	0.001	-0.002	0.011
O	8.942	-10.798	19.661	0	-0.001	0.009
O	8.742	0.315	21.612	0.012	-0.01	0.026
O	5.19	16.99	27.662	0.002	-0.007	0.02
O	5.393	10.835	24.594	-0.01	0	0.029
O	7.02	9.525	28.079	-0.008	-0.001	0.013
O	15.922	11.286	19.876	0.004	0.011	0.021
O	14.147	24.819	16.814	0.007	0	0.025
O	10.23	-15.47	23.63	0.003	0	0.014
O	10.139	-6.19	23.158	0.01	0.006	0.016
O	1.474	18.539	19.312	-0.004	0.009	0.023
O	-1.566	0.798	24.881	-0.003	0.005	0.03
O	17.218	-5.796	17.679	-0.009	0.001	0.016
O	9.582	1.289	28.008	0.006	-0.004	0.003
O	16.388	5.24	14.137	0.004	0.002	0.011
O	9.748	7.096	15.338	0.002	0.001	0.019
O	9.558	3.367	23.485	-0.006	0.004	0.014
O	7.711	-2.267	14.028	0.013	-0.01	0.01
O	13.438	-7.88	26.606	0.013	-0.006	0.039
O	16.052	-5.444	14.068	-0.002	0.001	0.008
O	21.726	-8.112	17.51	0.011	0.001	0.024
O	18.762	-8.222	26.791	0.004	0.002	0.044
O	7.42	-2.292	18.53	0	-0.009	0.023
O	9.901	11.24	27.733	0.005	0.002	0.018
O	19.106	16.284	18.642	0	0	0.004
O	23.065	14.922	28.146	0.012	-0.004	0.012
O	20.311	13.194	14.649	-0.01	0.005	0.022
O	10.974	3.84	19.312	0.002	-0.007	0.012
O	21.859	11.057	14.116	-0.002	-0.003	0.008
O	22.57	6.816	24.272	0.002	0	0.011
H	0.538	2.226	36.222	0.39	-0.338	-0.206
H	2.166	0.567	36.222	-0.211	0.287	-0.272
H	3.254	4.956	36.197	0.468	-0.238	-0.229
H	4.898	3.313	36.197	-0.258	0.262	-0.277
H	2.204	5.987	36.185	-0.347	0.32	-0.283
H	0.553	7.624	36.185	0.325	-0.295	-0.295
H	3.195	10.293	36.2	0.186	-0.375	-0.256
H	4.846	8.658	36.2	-0.379	0.164	-0.227
H	2.129	11.379	36.183	-0.26	0.329	-0.221
H	0.492	13.03	36.183	0.192	-0.353	-0.287
H	4.888	14.144	36.227	-0.266	0.332	-0.222
H	3.25	15.793	36.227	0.221	-0.284	-0.277
H	7.641	0.598	36.212	-0.231	0.307	-0.236
H	5.984	2.228	36.212	0.283	-0.258	-0.261
H	10.364	3.255	36.198	-0.348	0.237	-0.218
H	8.728	4.907	36.198	0.315	-0.191	-0.265
H	5.954	7.598	36.145	0.333	-0.208	-0.269
H	7.633	5.99	36.145	-0.336	0.198	-0.256
H	10.355	8.692	36.17	-0.316	0.226	-0.241
H	8.69	10.314	36.17	0.255	-0.237	-0.288
H	7.592	11.408	36.243	-0.318	0.226	-0.167
H	5.958	13.061	36.243	0.28	-0.28	-0.258
H	10.36	14.172	36.266	-0.221	0.278	-0.181
H	8.734	15.832	36.266	0.311	-0.214	-0.237
H	13.112	0.551	36.205	-0.183	0.442	-0.208
H	11.459	2.184	36.205	0.319	-0.21	-0.266
H	14.183	4.903	36.191	0.291	-0.255	-0.277
H	15.832	3.265	36.191	-0.298	0.39	-0.273
H	11.46	7.617	36.189	0.308	-0.198	-0.278
H	13.106	5.976	36.189	-0.283	0.315	-0.23
H	15.832	8.676	36.2	-0.333	0.344	-0.227
H	14.192	10.324	36.2	0.246	-0.241	-0.309
H	11.459	13.056	36.189	0.19	-0.277	-0.273
H	13.104	11.413	36.189	-0.226	0.329	-0.238
H	14.149	15.797	36.175	0.217	-0.403	-0.237
H	15.754	14.115	36.175	-0.25	0.319	-0.249
H	-0.8	3.569	6.046	0.301	-0.311	0.295
H	0.841	1.923	6.046	-0.285	0.342	0.254
H	3.517	-0.803	6.017	-0.249	0.272	0.275
H	1.888	0.855	6.017	0.297	-0.355	0.21
H	-0.795	8.973	6.022	0.266	-0.282	0.273
H	0.848	7.329	6.022	-0.263	0.391	0.272
H	3.562	4.653	6.029	-0.317	0.326	0.272
H	1.904	6.282	6.029	0.331	-0.299	0.292
H	-0.865	14.416	5.987	0.206	-0.469	0.236
H	0.765	12.76	5.987	-0.294	0.228	0.313
H	3.465	10.02	5.987	-0.267	0.192	0.302
H	1.838	11.679	5.987	0.2	-0.405	0.222
H	6.258	1.96	5.996	-0.262	0.271	0.284
H	4.614	3.602	5.996	0.317	-0.353	0.22
H	7.345	0.891	6.008	0.422	-0.194	0.199
H	8.986	-0.755	6.008	-0.188	0.191	0.292
H	6.257	7.312	5.965	-0.415	0.242	0.257
H	4.577	8.918	5.965	0.182	-0.283	0.272
H	7.33	6.284	5.968	0.416	-0.265	0.231
H	8.983	4.651	5.968	-0.258	0.201	0.308
H	4.594	14.443	6.04	0.267	-0.327	0.2
H	6.227	12.789	6.04	-0.229	0.224	0.302
H	8.974	10.037	5.97	-0.36	0.209	0.245
H	7.327	11.677	5.97	0.266	-0.243	0.193
H	10.078	3.545	5.983	0.238	-0.281	0.238
H	11.74	1.92	5.983	-0.348	0.18	0.271
H	12.837	0.837	5.986	0.279	-0.237	0.268
H	14.443	-0.843	5.986	-0.314	0.368	0.235
H	10.065	8.974	5.984	0.299	-0.278	0.254
H	11.73	7.352	5.984	-0.265	0.25	0.283
H	14.469	4.622	5.997	-0.368	0.281	0.232
H	12.824	6.264	5.997	0.301	-0.217	0.275
H	10.11	14.428	5.976	0.174	-0.243	0.222
H	11.742	12.772	5.976	-0.229	0.388	0.215
H	14.456	10.058	5.998	-0.214	0.311	0.298
H	12.813	11.702	5.998	0.319	-0.272	0.254

Results
free energy: -284451.286 eV
free energy less fixed offsets of H -15.71, O -570.45, Si -639.56 eV per atom: -6.806 eV

The program warned: the cutoff lies below the one the program advises for these potential files; the forces do not sum to zero within the program's tolerance; empty levels may hold ghost states of the PAW files; the exchange-correlation potential is rough where the density is thin.
